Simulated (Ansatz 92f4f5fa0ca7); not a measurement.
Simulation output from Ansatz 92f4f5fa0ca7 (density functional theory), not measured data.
Periodic cell of 215 atoms, Si132O82B1, from a study of silicon, its oxide and their interface. The atomic structure is a simulated model.
Doubt: the cutoff is far below the 930 eV that the study's wrapper takes by default for these files, so forces and energies are approximate.
This geometry differs little from another in the collection (a relaxation step or a small displacement).

Settings
functional: PBE
potential files: Ansatz PAW
basis: plane waves
wave-function cutoff: 580 eV
density cutoff ratio: 5
exchange-correlation grid ratio: 1
k mesh: 1 x 1 x 1, Gamma-centred
self-consistency stop: 5e-08 eV per atom in the density residual
occupations: fixed
spin: none
net charge: -1 e, with a uniform compensating background and no finite-size correction

Cell vectors (angstrom)
a	10.938	0	0
b	0	10.938	0
c	0	0	31.5432

Atoms and the computed forces on them: element, x, y, z (angstrom), force x, y, z (eV/angstrom)
Si	10.4346	0.575	24.372	0.0089	-0.0068	-0.0204
Si	6.041	10.5004	24.1773	-0.0065	0.0138	-0.0217
Si	2.1319	3.2516	24.1101	0.0048	-0.0126	-0.027
Si	8.7036	2.2578	24.3367	-0.0121	0.0051	-0.0208
Si	0.5031	5.053	24.1911	-0.0098	0.0078	-0.0204
Si	5.0515	5.8943	24.2262	0.0032	-0.0084	-0.023
Si	3.392	7.6521	24.195	-0.0034	0.0021	-0.0219
Si	7.8258	8.8278	24.022	0.0092	-0.0042	-0.0262
Si	1.3428	1.4851	25.4826	0.0036	-0.007	-0.0067
Si	6.9156	1.3009	25.5244	-0.0047	0.0059	-0.0085
Si	4.0252	4.0996	25.3585	0.0019	0.0002	-0.0006
Si	9.6678	4.0992	25.4481	-0.0036	0.0033	-0.008
Si	1.4905	6.8158	25.4003	-0.0008	0.0052	-0.0005
Si	6.8985	6.9474	25.2733	0.0009	-0.003	0.0012
Si	4.2288	9.5361	25.3766	-0.0035	-0.0003	0.0018
Si	9.5233	9.6415	25.4643	0.0066	-0.0041	-0.0088
Si	2.779	0.0166	26.6795	0.001	0.0008	0.0041
Si	8.2174	-0.0271	26.971	-0.005	-0.0052	0.0318
Si	0.0167	2.7737	26.945	0.0024	0.0024	0.0281
Si	5.4462	2.7287	26.7031	-0.0024	0.0004	0.0021
Si	2.7571	5.4419	26.8693	0.0067	0.0023	0.0151
Si	8.2325	5.5261	26.6663	-0.0024	0.0029	0.0046
Si	0.03	8.2117	26.6889	-0.0014	-0.0037	0.0036
Si	5.5505	8.1967	26.8267	-0.0022	-0.0042	0.0106
Si	4.1063	1.3691	28.1305	0.0028	-0.003	-0.007
Si	9.5904	1.3735	28.2612	0.0006	0.0037	-0.0131
Si	1.3907	4.1252	28.2697	-0.0096	-0.0004	-0.0067
Si	6.8314	4.14	28.0497	-0.0015	0.0054	-0.0105
Si	4.1546	6.8248	28.1821	0.0021	-0.0022	-0.0214
Si	9.5938	6.8534	28.1126	0.0014	-0.002	-0.009
Si	1.3919	9.592	28.0717	0.0039	0	-0.0091
Si	6.8429	9.5374	28.2722	0.0105	0.0083	-0.0081
Si	0.0471	-0.0178	29.5463	-0.0034	0.0046	0.0053
Si	5.4362	-0.0119	29.5464	-0.0015	-0.0051	0.0049
Si	2.7715	2.7386	29.5772	-0.0003	0.0062	0.0049
Si	8.1679	2.7759	29.4944	0.0062	-0.0058	0.008
Si	0.0067	5.5141	29.5529	0.0083	-0.0016	0.0037
Si	5.5081	5.4497	29.5408	-0.0028	0.0054	0.0062
Si	2.7426	8.2226	29.48	0.0021	-0.0023	0.0125
Si	8.2226	8.1602	29.5837	-0.0086	0.0019	0.0029
Si	1.3925	1.3622	30.9232	0.004	-0.0014	-0.0023
Si	6.8101	1.3853	30.8574	-0.0035	0.0014	-0.0036
Si	4.1099	4.143	30.9541	0.0023	-0.0054	-0.0036
Si	9.547	4.1268	30.8627	-0.0029	0.0032	-0.0043
Si	1.4206	6.8538	30.9002	-0.0063	-0.001	-0.0039
Si	6.8114	6.8244	30.9669	0.0053	-0.0029	-0.0034
Si	4.0981	9.5291	30.916	0.0011	0.0055	-0.005
Si	9.5981	9.5531	30.9118	0.0006	-0.0046	-0.0009
Si	2.7432	-0.0329	0.7297	0.0021	-0.0084	0.003
Si	8.1562	-0.0115	0.672	-0.0009	0.006	0.0076
Si	-0.0131	2.7728	0.6833	-0.0058	0.0041	0.0057
Si	5.4754	2.7247	0.7234	0.0029	0.0015	0.0018
Si	2.8693	5.6465	0.8308	-0.0172	-0.0043	-0.0232
Si	8.2041	5.4383	0.7418	-0.0011	-0.002	0.0006
Si	0.0389	8.1867	0.7247	0.0104	-0.0024	0.0038
Si	5.2992	8.0603	0.8364	0.0092	0.0183	-0.0261
Si	4.1144	1.3383	2.0801	-0.0039	0.0043	-0.0146
Si	9.5197	1.3832	2.0261	0.0061	-0.0074	0.0066
Si	1.3668	4.1897	2.0243	0.0071	-0.0084	-0.0052
Si	6.7907	4.1141	2.1031	0.0076	-0.0073	0.0034
B	4.0717	6.8647	2.0159	0.0326	-0.0416	0.0994
Si	9.6017	6.8043	2.0759	-0.0072	0.008	-0.0093
Si	1.4263	9.5057	2.1044	-0.0099	0.0084	0.0002
Si	6.7694	9.5291	2.0398	0.003	-0.0015	-0.0062
Si	-0.0407	-0.0245	3.3304	0.0013	0.0061	-0.0006
Si	5.4684	-0.0295	3.4908	0.0017	-0.0033	0.0087
Si	2.6821	2.739	3.3256	-0.0056	0.0002	0.028
Si	8.1661	2.7095	3.4925	-0.0023	-0.0007	-0.0065
Si	-0.0064	5.4607	3.5191	-0.0018	0.0021	0.0106
Si	5.2881	5.632	3.164	-0.0482	0.0499	-0.0171
Si	2.8985	8.0379	3.3188	0.0076	-0.0091	-0.0302
Si	8.2048	8.1883	3.3652	0.0086	-0.0025	0.0168
Si	1.2816	1.3718	4.6563	0.0007	-0.0016	-0.0272
Si	6.8343	1.307	4.9033	0.005	0.0029	0.0006
Si	4.0664	4.1705	4.5719	0.0016	0.0007	-0.0326
Si	9.5278	4.0651	4.884	0.0018	-0.0001	-0.0027
Si	1.4105	6.8804	4.8246	-0.0035	-0.0026	0.0067
Si	6.7756	6.7907	4.6137	-0.0029	-0.008	-0.0177
Si	4.0916	9.5034	4.8258	-0.0005	0.0017	0.0035
Si	9.5617	9.5661	4.732	-0.0001	0.0005	-0.0191
Si	2.6185	0.0138	6.05	0.0078	-0.0076	0.0031
Si	8.221	-0.1279	6.2582	-0.0052	-0.0002	0.0019
Si	-0.0301	2.6505	6.1862	-0.0001	0.002	0.0081
Si	5.3646	2.7999	6.0045	-0.0028	-0.0117	0.0078
Si	2.7472	5.4263	6.1069	-0.0041	0.0064	0.0034
Si	8.0651	5.4488	6.1208	0.0005	0.0074	0.0073
Si	0.0163	8.2856	6.1814	0.0057	-0.0008	-0.0063
Si	5.5648	8.1486	6.1285	-0.0053	0.004	0.004
Si	3.4744	1.9304	7.1084	0.0102	-0.0056	0.0297
Si	10.025	0.8231	7.4482	-0.0112	0.0107	0.0298
Si	1.7769	3.6488	7.3143	-0.0102	0.003	0.0256
Si	6.2019	4.5308	7.3442	0.0014	-0.0092	0.0325
Si	4.6324	6.3048	7.2256	-0.0074	0.0116	0.0282
Si	9.1624	7.1912	7.2686	0.0092	-0.0158	0.0227
Si	0.8911	10.1484	7.4731	0.0122	-0.0053	0.0352
Si	7.4112	8.8844	7.4614	-0.0024	0.0058	0.0248
O	4.5566	6.5895	8.8649	0.0135	-0.0119	-0.0325
O	1.4213	3.9672	8.9228	0.0049	-0.0128	-0.0396
O	9.7234	6.5401	8.7044	-0.0102	0.009	-0.0295
O	1.3007	10.0944	9.1171	-0.0186	0.0058	-0.0381
O	6.0809	4.2187	8.995	0.0005	0.0092	-0.0328
O	3.7486	1.6089	8.7017	0.0074	0.0024	-0.0033
O	7.1486	8.9521	9.1266	0.0066	-0.0019	-0.0237
O	9.6612	1.0692	9.0627	0.016	-0.0071	-0.0349
O	8.2503	2.5374	22.7658	0.0112	-0.0086	0.0291
O	10.9997	5.5433	22.6593	0.0058	-0.0133	0.0303
O	5.6192	0.0887	22.6596	0.0086	-0.0152	0.0288
O	5.2843	5.4033	22.6496	-0.0101	0.008	0.0295
O	2.162	2.8092	22.4947	-0.0043	0.015	0.0331
O	3.3254	7.8571	22.5345	0.01	-0.0054	0.0266
O	8.3778	8.7406	22.4328	-0.0157	0.0036	0.0321
O	-0.1577	11.2279	22.7809	-0.0118	0.0115	0.0291
Si	2.1542	2.965	12.8729	0.0017	-0.0083	0.0006
Si	8.6874	1.3036	10.3364	-0.0129	0.0081	0.0118
Si	1.0613	4.4903	15.3405	-0.0007	0.0004	0.0018
Si	7.5436	5.5747	12.178	-0.0002	0.0067	-0.0062
Si	2.4186	8.1797	21.2315	-0.0034	0.0051	-0.0073
Si	5.4173	7.7871	12.4451	0.0021	0.0011	-0.0018
Si	9.2781	0.4471	15.4856	-0.0047	-0.0022	0.0035
Si	2.9242	-0.0471	16.6638	-0.0039	0.0014	-0.0036
Si	10.4675	1.1525	12.5889	0.0092	-0.003	-0.0008
Si	7.7651	2.8285	21.2593	0.0013	0.0069	-0.0093
Si	9.145	8.7775	14.4345	-0.0095	0.0032	-0.0027
Si	1.4742	4.7718	10.3313	0.0061	0.0017	0.0159
Si	4.4866	9.4804	19.1514	-0.0014	0.0014	0.0012
Si	11.0766	6.0968	21.1354	-0.0001	0.0011	-0.0113
Si	6.6258	10.4387	14.8364	0.0026	0.0026	-0.0062
Si	5.3898	0.7279	21.1944	-0.009	0.0025	-0.0095
Si	2.3443	9.8106	10.3422	0.0058	-0.0045	0.0099
Si	0.4293	10.6385	21.4102	0.008	-0.0061	-0.0024
Si	5.8473	5.2551	21.147	0.0025	-0.0008	-0.0128
Si	3.6404	7.0808	10.0839	-0.013	-0.0019	0.0135
Si	9.0398	5.6804	14.8277	0.0057	0.0038	0.0009
Si	3.6587	4.0827	19.0984	-0.0014	0.0052	-0.0019
Si	10.0284	3.6642	19.3302	0.0016	-0.0031	0.0017
Si	4.265	8.6601	15.3465	-0.003	0.0054	0.0046
Si	0.4562	1.9132	17.1654	0.0022	-0.0029	0.0004
Si	6.7988	7.5318	19.2633	-0.0027	-0.003	0.0036
Si	5.2582	3.6192	16.7408	-0.0006	0.0008	0.0027
Si	7.7867	5.0152	17.5277	-0.0036	-0.0054	0.0059
Si	6.6707	9.9155	10.3483	-0.011	0.0096	0.0035
Si	4.3853	1.0535	10.0556	0.0064	0.0081	-0.0205
Si	-0.0274	9.0806	11.8719	-0.0081	0.0103	-0.0025
Si	9.102	8.6325	20.9661	0.003	-0.0042	-0.0079
Si	4.5565	1.662	14.575	0.0024	-0.0033	-0.0013
Si	2.4476	2.0893	21.0655	0.0072	-0.0023	-0.0102
Si	6.3297	3.3405	10.3367	0.0122	-0.0137	0.0073
Si	3.4278	5.91	16.7249	-0.0008	-0.0001	0.0015
Si	9.8766	6.5302	10.3112	-0.0018	-0.0004	0.0152
O	0.1156	2.6225	18.593	-0.0048	0.005	-0.001
O	2.9361	9.629	15.5822	0.0022	-0.0026	0.0037
O	10.8581	4.81	20.1501	0.0043	0.012	0.0026
O	7.5834	2.4037	9.9162	-0.0014	0.0065	0.0159
O	10.9187	5.3322	10.7616	0.0013	0.0014	0.0013
O	6.5949	6.7308	12.8466	0.0017	-0.0014	0.001
O	10.3282	8.051	10.7537	-0.0012	-0.0088	0.0013
O	7.6766	9.4528	13.9848	0.001	-0.0024	0.0053
O	8.4208	6.2109	10.9682	0.0077	0.0015	0.0022
O	5.3583	10.4843	20.0833	0.0032	0.012	0.0042
O	2.1604	3.7386	11.4254	-0.0061	0.0146	-0.0083
O	7.9812	8.5423	19.7727	0.0098	0.0024	0.002
O	6.211	6.7283	20.5592	-0.0031	-0.0073	-0.0005
O	5.5112	2.7101	15.4102	0.0004	-0.0007	0.0014
O	1.3028	0.9334	20.7203	-0.0034	-0.0038	-0.003
O	6.0581	9.0537	11.6101	0.0054	0.0108	-0.0105
O	4.6131	4.9794	16.1055	-0.0007	0.0002	0.001
O	6.5973	3.9058	17.6305	0.0023	0.0021	-0.005
O	10.5181	10.6582	11.8092	0.0022	-0.0071	0.0074
O	5.5871	0.4935	13.9907	-0.0009	-0.0008	0.0067
O	8.0216	5.1012	15.9329	-0.0004	0	0
O	9.7507	9.8092	15.5591	0.0017	-0.0019	-0.0017
O	-0.4015	5.1374	15.1178	-0.0032	0.0011	0.0015
O	1.573	6.8347	20.8151	-0.0015	0.0005	-0.0047
O	1.5116	0.6367	17.1842	-0.002	0.0012	-0.0021
O	6.5989	1.7657	20.8261	0.0007	-0.0012	-0.0039
O	1.0168	1.7817	12.8223	-0.0059	-0.003	0.0066
O	3.2402	5.4909	18.3184	0.0016	-0.0039	-0.0005
O	9.5312	2.007	11.5666	-0.0137	-0.0042	-0.009
O	1.0132	3.098	16.1911	-0.0003	0.0007	-0.0016
O	8.5699	5.1313	13.3709	-0.0086	0.0008	-0.0037
O	10.2864	8.5642	13.2859	0.0087	0.0002	-0.0059
O	1.4483	9.4025	21.6873	-0.0009	0.0012	-0.0081
O	10.0765	9.9383	20.6322	0.0016	0.0008	-0.0041
O	3.1745	0.2225	10.8249	0.0044	0.0012	0.0008
O	5.0736	2.36	10.7969	-0.0014	-0.0126	-0.0096
O	1.7396	4.1375	13.916	0.0011	-0.0051	-0.0009
O	7.9216	10.864	10.8337	-0.0096	-0.0001	-0.0045
O	9.1346	4.4656	18.2309	0.0053	-0.0036	-0.0001
O	5.6476	9.4849	15.7609	-0.0019	-0.0029	-0.0006
O	5.5376	-0.0399	9.725	-0.0004	0.0055	0.0163
O	3.5937	2.3032	13.3929	-0.0078	0.0044	0.0008
O	1.9734	5.6413	16.0429	-0.0001	-0.0025	-0.0024
O	9.718	1.0535	14.0333	0.0063	0.0041	-0.0091
O	4.3966	6.942	11.5117	-0.0076	-0.0005	-0.0064
O	4.752	4.498	20.2199	0.0111	0.0054	0.0039
O	9.9618	1.3247	16.6494	0.0015	0.0001	-0.0033
O	6.6694	4.3127	11.6176	-0.005	-0.0123	-0.0069
O	5.5878	8.403	18.5899	0.0003	0.0002	-0.0025
O	9.0685	2.7426	20.2775	-0.0112	-0.0032	0.0015
O	3.6118	1.1266	15.7849	0.0011	0.0028	0.0006
O	4.2216	3.0765	17.909	-0.0035	-0.0004	0.0011
O	9.921	7.2206	20.9092	0.0007	0.0006	-0.0055
O	3.3578	8.6607	9.7986	-0.0009	0.002	0.0064
O	3.9359	7.4166	16.3604	0.0014	0.002	-0.0031
O	7.6437	0.4684	15.694	0.0007	0.0006	0.0003
O	8.9335	7.295	15.0282	0.001	-0.0009	-0.0005
O	3.9332	1.4396	21.1514	0.0037	-0.0009	-0.0063
O	1.5973	9.1487	11.663	0.0021	0.0065	-0.0032
O	2.3148	6.157	10.1759	0.0068	0.0025	0.0079
O	7.3513	6.4582	18.1573	-0.0022	0.0078	0.0004
O	7.2092	4.3593	21.142	-0.0005	-0.0049	-0.0057
O	4.5534	8.2355	13.7815	0.0055	-0.0041	-0.0082
O	3.3394	8.6571	19.9758	-0.0095	-0.0061	0.0036
O	2.4945	3.2386	19.8808	-0.0042	-0.0107	0.004
O	3.7454	10.3552	17.978	0.0063	-0.0053	0.0048

Results
free energy: -130700.179 eV
free energy less fixed offsets of B -154.04, O -568.88, Si -635.61 eV per atom: 2.541 eV

The program warned: the cutoff lies below the one the program advises for these potential files; the exchange-correlation potential is rough where the density is thin.
